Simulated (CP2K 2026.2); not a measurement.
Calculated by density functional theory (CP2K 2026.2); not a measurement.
Periodic cell of 505 atoms, Si360O143H2, from a study of silicon, its oxide and their interface. The atomic structure is a simulated model.
Doubt: the forces sum to 2.92 eV/angstrom along one axis rather than to zero, so they err by at least 0.0058 eV/angstrom per atom on average; the grid cutoff is modest.

Settings: functional PBE; method Gaussian and plane waves; basis set DZVP-MOLOPT-SR-GTH; pseudopotentials GTH-PBE; grid cutoff 350 Ry, relative cutoff 50 Ry; k points Gamma only; occupations fixed; spin none; net charge 0.

Cell vectors (angstrom)
a 16.32 0 0
b 0.0001 16.32 0
c 7.7463 -0.4607 34.2036

Atoms and the computed forces on them: element, x, y, z (angstrom), force x, y, z (eV/angstrom)
Si 1.229 15.271 0.268 0.09 0.069 -0.376
Si 12.147 0.771 33.96 -0.15 0.165 -0.168
Si 0.918 4.308 0.075 0.029 -0.007 -0.499
Si 3.99 6.977 0.186 -0.079 -0.048 -0.037
Si 1.685 9.132 0.067 -0.169 0.066 -0.255
Si 4.251 11.973 0.165 0.014 0.13 -0.193
Si 6.507 15.238 0.131 -0.021 -0.053 -0.166
Si 9.361 1.739 0.002 -0.045 -0.003 0.014
Si 14.847 3.462 34.124 0.012 0.079 0.029
Si 9.822 6.559 0.204 -0.027 0.108 -0.347
Si 6.47 9.774 0.069 0.18 -0.042 -0.208
Si 17.477 11.563 34.182 0.016 -0.032 -0.06
Si 12.637 14.724 0.125 -0.012 -0.053 -0.006
Si 15.205 0.956 0.262 -0.048 0.112 -0.379
Si 12.079 4.378 0.162 0.174 -0.139 -0.288
Si 15.106 6.53 0.298 -0.026 0.073 -0.194
Si 11.966 9.85 0.105 -0.032 -0.032 -0.114
Si 14.901 12.599 0.078 0.009 -0.069 -0.25
Si 2.814 0.214 1.391 0.067 -0.056 -0.316
Si 5.504 2.748 1.274 0.102 -0.021 -0.35
Si 2.707 5.348 1.338 -0.122 0.145 -0.191
Si 5.458 8.2 1.523 -0.047 0.045 -0.194
Si 2.719 10.79 1.465 0.009 -0.101 -0.171
Si 5.374 13.652 1.449 -0.032 -0.065 -0.153
Si 8.185 0.088 1.336 -0.003 0.115 -0.199
Si 10.899 2.777 1.452 0.01 0.027 -0.189
Si 8.202 5.419 1.436 -0.004 -0.11 -0.196
Si 10.889 8.233 1.473 0.077 0.007 -0.153
Si 8.145 10.898 1.356 -0.033 -0.01 -0.22
Si 10.933 13.582 1.357 0.043 0.022 -0.337
Si 13.673 16.205 1.63 -0.037 -0.027 -0.244
Si 16.239 2.731 1.493 -0.032 -0.183 -0.198
Si 13.598 5.394 1.638 0.01 0.036 -0.242
Si 16.351 8.14 1.467 0.075 0.01 -0.306
Si 13.664 10.958 1.355 -0.036 0.132 -0.24
Si 16.377 13.671 1.546 -0.003 0.042 -0.167
Si 1.425 1.473 2.82 0.008 0.033 0.122
Si 4.11 4.052 2.711 0.033 -0.008 -0.02
Si 1.393 6.744 2.819 0.037 -0.041 -0.026
Si 4.086 9.513 2.897 -0.039 -0.01 0.18
Si 1.388 12.221 2.807 0.075 -0.042 0.06
Si 4.039 15.037 2.796 -0.005 -0.027 0.061
Si 6.821 1.409 2.773 0.029 -0.052 -0.123
Si 9.545 4.1 2.865 0.024 0.026 0.128
Si 6.844 6.801 2.791 0.049 0.005 0.065
Si 9.467 9.538 2.809 -0.044 0.009 0.038
Si 6.83 12.301 2.763 -0.034 0.02 0.055
Si 9.554 14.997 2.7 -0.016 -0.018 -0.119
Si 12.245 1.349 2.806 -0.03 0.058 -0.017
Si 14.919 4.003 2.946 -0.054 -0.003 0.155
Si 12.269 6.885 2.865 -0.05 0.045 0.147
Si 14.991 9.57 2.765 -0.018 -0.045 -0.027
Si 12.283 12.255 2.811 -0.009 0.038 -0.037
Si 15.041 14.941 2.991 0.027 -0.026 0.27
Si 16.414 0.062 4.239 -0.051 -0.032 -0.099
Si 2.791 2.777 4.207 -0.074 -0.071 -0.008
Si 16.327 5.42 4.222 0.083 0.026 -0.06
Si 2.73 8.121 4.236 -0.001 0.006 -0.103
Si 16.336 10.891 4.185 -0.011 0.024 0.027
Si 2.729 13.622 4.175 -0.02 0.079 -0.006
Si 5.465 0.025 4.163 0.014 0.049 -0.057
Si 8.168 2.735 4.212 -0.003 0.025 -0.081
Si 5.449 5.435 4.124 0.006 -0.005 -0.008
Si 8.16 8.16 4.203 0.037 0.048 0.014
Si 5.48 10.93 4.186 -0.041 -0.018 -0.077
Si 8.203 13.656 4.128 -0.048 -0.089 0.032
Si 10.874 -0.003 4.154 0.005 0.013 0.052
Si 13.556 2.664 4.27 0.082 0.045 0.023
Si 10.9 5.494 4.226 -0.041 -0.013 -0.114
Si 13.654 8.231 4.2 -0.055 -0.066 0.014
Si 10.878 10.893 4.166 0.084 0.021 -0.046
Si 13.613 13.586 4.269 0.01 -0.027 -0.066
Si 17.711 14.994 16.588 -0.028 -0.012 0.055
Si 4.096 1.363 16.571 0.028 0.005 0.061
Si 17.686 4.051 16.564 0.052 0.01 0.065
Si 4.116 6.805 16.585 -0.032 -0.03 0.044
Si 17.713 9.527 16.564 0.024 -0.016 0.016
Si 4.082 12.259 16.577 0 0.038 0.027
Si 6.818 14.983 16.573 0 -0.012 0.04
Si 9.542 1.396 16.574 -0.024 0.028 0.041
Si 6.813 4.091 16.567 -0.01 0.004 0.046
Si 9.53 6.816 16.504 0.023 0.034 0.018
Si 6.796 9.508 16.539 0.022 0.031 0.04
Si 9.547 12.259 16.568 -0.006 -0.036 0.009
Si 12.268 14.994 16.553 -0.004 0.007 0.051
Si 15.016 1.391 16.581 -0.036 -0.055 0.049
Si 12.287 4.098 16.547 0.033 -0.019 0.023
Si 14.982 6.808 16.559 -0.021 0.01 0.034
Si 12.256 9.551 16.531 -0.012 0.011 -0.007
Si 14.997 12.289 16.544 -0.006 0.012 0.01
Si 19.045 0.049 17.989 0.075 -0.055 0.01
Si 5.482 2.69 17.943 -0.071 0.013 0.074
Si 19.067 5.395 17.908 -0.051 0.071 0.035
Si 5.473 8.168 17.981 -0.004 0.015 -0.015
Si 19.076 10.863 17.964 -0.038 0.036 -0.018
Si 5.41 13.664 17.94 -0.019 -0.096 0.063
Si 8.197 0.011 17.95 -0.022 0.04 -0.031
Si 10.9 2.79 17.927 0.045 -0.051 0.078
Si 8.152 5.513 17.902 0.068 -0.053 0.007
Si 10.916 8.14 17.865 -0.117 -0.006 0.093
Si 8.166 10.859 17.885 -0.008 0.031 0.123
Si 10.906 13.644 17.936 0.029 0.013 -0.001
Si 13.638 0.031 17.924 0.033 0.053 0.057
Si 16.363 2.718 18.02 0.004 0.031 -0.004
Si 13.663 5.417 17.949 -0.074 0.008 0.03
Si 16.336 8.177 17.923 0.05 -0.016 0.052
Si 13.579 10.972 17.877 0.07 -0.056 -0.02
Si 16.369 13.61 17.955 -0.055 0.028 0.071
Si 17.716 1.371 19.443 0.007 0.024 0.002
Si 20.415 4.035 19.306 0.021 -0.11 -0.08
Si 17.678 6.731 19.269 -0.041 -0.09 -0.066
Si 20.404 9.485 19.367 -0.001 0.057 -0.038
Si 17.746 12.245 19.339 0.023 -0.008 -0.071
Si 20.403 15.042 19.389 0.078 0.021 -0.039
Si 6.861 1.356 19.349 -0.058 0.004 -0.036
Si 9.547 4.222 19.264 0.072 0.086 -0.111
Si 6.833 6.814 19.371 0.004 0.056 0.062
Si 9.532 9.459 19.239 0.028 -0.082 -0.031
Si 6.763 12.228 19.22 -0.073 -0.052 -0.199
Si 9.56 14.989 19.329 0.053 0.034 -0.004
Si 12.273 1.413 19.286 0.035 0.072 -0.071
Si 15.006 4.081 19.399 -0.042 0.023 -0.051
Si 12.271 6.793 19.262 0.035 -0.041 -0.114
Si 14.958 9.633 19.199 0.005 0.047 -0.193
Si 12.255 12.302 19.323 0.049 0.049 0.022
Si 14.988 14.983 19.315 -0.025 -0.026 -0.055
Si 16.317 -0.013 20.761 -0.052 -0.106 0.133
Si 19.091 2.747 20.824 0.018 0.113 0.159
Si 16.354 5.437 20.788 0.047 0.022 0.412
Si 19.036 8.034 20.648 0.005 -0.089 0.252
Si 16.29 10.921 20.64 0.001 0.053 0.164
Si 19.076 13.627 20.75 0.013 -0.016 0.2
Si 5.482 0.059 20.813 0.035 -0.027 0.204
Si 8.249 2.827 20.582 -0.076 -0.031 0.182
Si 5.462 5.381 20.658 -0.045 -0.033 0.134
Si 8.235 8.139 20.769 0.045 0.116 0.276
Si 5.459 10.884 20.685 0.054 0.178 0.27
Si 8.128 13.57 20.548 -0.015 0.02 0.198
Si 10.953 0.057 20.682 -0.032 -0.001 0.191
Si 13.591 2.761 20.747 0.028 -0.112 0.251
Si 10.896 5.535 20.725 0.003 0.045 0.229
Si 13.635 8.238 20.488 -0.163 0.016 0.256
Si 10.87 10.861 20.557 0.082 -0.097 0.196
Si 13.613 13.668 20.739 -0.006 -0.023 0.261
Si 17.458 14.714 22.11 0.155 0.052 0.299
Si 20.752 1.736 22.19 0.005 -0.23 0.372
Si 17.925 4.27 22.247 -0.044 0.012 -0.021
Si 20.172 6.41 22.017 0 0.144 0.159
Si 17.376 9.21 21.807 0.012 0.05 0.266
Si 20.739 12.529 22.054 -0.137 -0.188 0.206
Si 6.682 14.707 22.009 0.138 0.085 0.109
Si 9.875 1.769 21.879 -0.11 -0.139 0.195
Si 6.732 3.915 22.011 0.212 0.128 0.346
Si 9.908 7.139 22.221 -0.089 -0.066 0.314
Si 7.048 9.753 22.019 0.006 -0.035 -0.04
Si 9.217 11.934 21.798 -0.015 -0.032 0.175
Si 12.464 15.259 22.125 0.01 0.03 0.108
Si 14.706 1.122 22.059 -0.051 -0.031 0.154
Si 12.038 3.998 22.079 -0.08 0.015 0.233
Si 15.116 7.145 21.907 0.068 0.01 0.195
Si 12.126 9.37 21.885 0.056 0.17 -0.02
Si 15.212 12.514 22.067 -0.013 -0.028 0.217
Si 7.829 6.929 29.073 0.053 -0.066 -0.238
Si 14.259 9.934 26.79 0.234 -0.191 0.378
Si 12.524 13.652 29.968 0.247 -0.091 -0.467
Si 18.956 9.423 28.224 -0.084 0.103 0.096
Si 19.78 12.122 25.05 0.073 0.238 0.501
Si 14.325 11.089 29.532 -0.095 0.004 -0.325
Si 22.497 12.62 29.103 -0.185 -0.126 -0.195
Si 20.675 0.826 25.182 0.153 0.141 0.571
Si 11.2 13.567 24.508 -0.733 0.165 0.606
Si 14.496 6.851 26.702 0.269 0.402 0.436
Si 8.484 2.632 31.312 -0.281 0.16 -0.558
Si 17.085 6.591 31.416 0.165 -0.118 -0.614
Si 20.453 3.254 31.348 -0.092 0.193 -0.472
Si 14.823 8.615 31.263 -0.09 0.192 -0.58
Si 11.775 1.095 26.521 -0.016 0.016 0.285
Si 22.275 0.858 31.506 0.039 -0.092 -0.446
Si 21.798 15.387 29.148 -0.088 -0.021 -0.249
Si 16.242 13.598 32.317 -0.152 -0.07 -0.648
Si 17.615 7.359 26.376 0.024 -0.094 0.526
Si 9.324 6.742 25.397 -0.03 0.176 0.517
Si 7.704 4.201 24.989 -0.115 -0.147 0.48
Si 21.637 3.317 26.898 -0.09 0.167 0.284
Si 16.419 1.278 29.108 0.06 0.101 -0.126
Si 15.861 3.125 24.165 -0.028 -0.154 0.509
Si 7.91 8.925 31.536 0.02 -0.282 -0.627
Si 13.25 11.232 24.122 0.117 -0.144 0.269
Si 18.526 15.686 32.323 0.191 0.05 -0.578
Si 13.193 6.715 29.523 -0.049 0.219 -0.379
Si 13.803 5.457 24.078 -0.159 0.178 0.496
Si 22.739 4.246 29.608 0.092 -0.016 -0.288
Si 19.799 7.368 30.055 -0.251 0.04 -0.562
Si 18.751 9.549 24.498 -0.174 -0.059 0.596
Si 7.154 15.626 24.896 -0.062 -0.135 0.465
Si 21.509 10.665 27.07 0.029 0.022 0.235
Si 21.53 7.842 32.344 -0.029 -0.252 -0.432
Si 21.599 8.189 24.16 0.171 -0.073 0.404
Si 14.515 2.268 26.833 -0.26 -0.203 0.409
Si 18.897 15.906 29.111 0.042 0.119 -0.578
Si 16.681 11.356 27.747 0.077 -0.057 0.047
Si 10.432 13.16 32.171 0.104 0.083 -0.217
Si 10.734 6.127 28.017 -0.124 0.053 0.042
Si 7.094 8.436 26.432 0.192 0.023 0.378
Si 7.78 14.451 27.477 0.138 0.067 0.256
Si 19.265 5.31 27.736 0.004 -0.044 0.092
Si 11.003 14.577 27.416 -0.131 0.053 0.111
Si 18.485 15.07 25.063 -0.227 -0.166 0.484
Si 17.038 14.278 27.389 -0.13 -0.034 0.14
Si 7.801 11.774 31.462 -0.247 0.138 -0.58
Si 12.954 4.897 32.052 0.003 0.015 -0.505
Si 11.432 2.466 31.274 0.119 -0.05 -0.575
Si 15.271 14.943 29.761 -0.189 0.271 -0.496
Si 9.224 1.475 24.793 0.224 0.106 0.54
Si 17.612 3.946 30.018 0.034 -0.051 -0.437
Si 12.188 3.254 28.421 -0.066 0.085 -0.13
Si 1.406 14.977 5.591 -0.012 -0.033 0.012
Si 4.125 1.38 5.568 -0.027 -0.013 -0.068
Si 1.4 4.097 5.591 0.023 0.045 -0.028
Si 4.122 6.775 5.569 -0.056 0.032 -0.036
Si 1.368 9.523 5.569 0.007 -0.044 -0.036
Si 4.107 12.278 5.555 0.058 0.011 -0.019
Si 6.831 14.985 5.537 0.013 0.018 -0.078
Si 9.534 1.357 5.562 -0.038 0.003 -0.056
Si 6.8 4.108 5.558 0.041 -0.043 -0.063
Si 9.529 6.831 5.594 0.02 -0.003 -0.01
Si 6.814 9.543 5.564 -0.025 -0.008 -0.025
Si 9.534 12.277 5.537 0.03 0.027 -0.067
Si 12.233 14.98 5.575 0.043 -0.005 -0.037
Si 14.989 1.359 5.607 -0.01 -0.001 0.016
Si 12.238 4.101 5.596 -0.02 -0.009 -0.01
Si 14.983 6.826 5.572 0.01 0.014 -0.038
Si 12.253 9.554 5.567 -0.014 0.007 -0.048
Si 14.991 12.231 5.603 -0.049 -0.026 -0.009
Si 2.767 0.021 6.95 0.018 -0.038 0.009
Si 5.468 2.74 6.947 -0.008 0.011 0.025
Si 2.755 5.451 6.962 -0.013 -0.007 0.025
Si 5.462 8.17 6.934 0.004 0.01 -0.003
Si 2.744 10.898 6.922 -0.015 0.001 -0.017
Si 5.474 13.63 6.927 -0.027 -0.022 -0.002
Si 8.175 0.01 6.938 0.018 -0.004 0.018
Si 10.88 2.726 6.949 0.003 0.041 -0.003
Si 8.164 5.457 6.944 -0.005 0.032 0
Si 10.901 8.191 6.95 0.011 -0.016 0.004
Si 8.183 10.909 6.924 0.005 -0.022 0.001
Si 10.885 13.615 6.944 -0.013 0.004 0.011
Si 13.613 -0.001 6.957 0.037 -0.013 -0.006
Si 16.35 2.738 6.959 -0.014 -0.01 -0.006
Si 13.619 5.463 6.948 0.004 -0.005 -0.02
Si 16.339 8.174 6.958 -0.003 0.001 0.007
Si 13.613 10.889 6.963 0.021 0.005 0.025
Si 16.35 13.613 6.953 -0.023 0.047 -0.01
Si 17.713 1.372 8.322 -0.031 -0.015 -0.005
Si 4.108 4.088 8.331 -0.014 -0.006 0
Si 17.708 6.817 8.323 0.014 0.023 -0.001
Si 4.098 9.535 8.303 -0.008 -0.014 0
Si 17.712 12.25 8.317 0.005 -0.002 0.001
Si 4.12 14.978 8.32 0.01 0.034 0.004
Si 6.826 1.375 8.317 0.009 0.002 -0.008
Si 9.525 4.093 8.318 -0.009 -0.029 0.004
Si 6.817 6.821 8.321 0.008 0 0.003
Si 9.538 9.553 8.315 0.024 0.015 0
Si 6.822 12.262 8.306 -0.004 -0.001 -0.004
Si 9.531 14.975 8.32 0 -0.01 -0.006
Si 12.255 1.374 8.319 0.017 0.017 0.004
Si 14.984 4.103 8.319 0.03 0.031 0.008
Si 12.259 6.823 8.321 -0.012 -0.009 0.005
Si 14.977 9.531 8.331 -0.032 -0.025 0.003
Si 12.253 12.261 8.322 0.022 0.009 -0.008
Si 14.98 14.965 8.325 -0.03 -0.027 0.014
Si 16.345 0.011 9.689 0.002 0.008 0.003
Si 2.747 2.73 9.701 0.009 0.007 0.006
Si 16.347 5.458 9.696 -0.014 -0.009 -0.001
Si 2.744 8.181 9.692 -0.016 0.005 0.001
Si 16.345 10.896 9.694 -0.008 0.003 0
Si 2.753 13.614 9.686 -0.006 -0.01 0
Si 5.47 0.018 9.698 -0.011 -0.009 0
Si 8.178 2.731 9.698 -0.001 0.013 0.002
Si 5.463 5.457 9.697 -0.001 0.006 0.003
Si 8.181 8.185 9.687 -0.006 -0.005 0.002
Si 5.459 10.897 9.677 0.002 -0.007 -0.008
Si 8.174 13.617 9.694 0.017 0.006 0.002
Si 10.896 0.013 9.692 -0.002 -0.003 -0.002
Si 13.621 2.738 9.686 -0.003 -0.004 0.002
Si 10.895 5.456 9.685 0.012 0.007 -0.005
Si 13.62 8.174 9.704 0.02 0.004 0.01
Si 10.897 10.904 9.699 -0.003 -0.006 -0.002
Si 13.617 13.612 9.699 0.004 0 0.01
Si 17.708 14.971 11.06 0.001 -0.005 -0.002
Si 4.107 1.372 11.073 -0.006 0 0
Si 17.705 4.094 11.067 -0.003 -0.003 0.002
Si 4.098 6.817 11.067 0.001 0.006 0.001
Si 17.704 9.536 11.07 0.002 -0.002 0.004
Si 4.106 12.253 11.065 -0.001 -0.003 -0.001
Si 6.822 14.976 11.075 0.004 0.005 0.002
Si 9.541 1.373 11.071 0.014 -0.002 0.001
Si 6.819 4.093 11.07 0.003 -0.003 -0.002
Si 9.539 6.82 11.061 0.001 0.003 -0.008
Si 6.815 9.541 11.06 0.008 -0.002 -0.006
Si 9.536 12.265 11.072 -0.006 -0.001 0
Si 12.26 14.979 11.069 0.007 -0.005 -0.001
Si 14.984 1.378 11.058 -0.007 0.006 0.002
Si 12.26 4.097 11.06 -0.002 0.004 0.002
Si 14.988 6.816 11.072 -0.005 -0.001 0.007
Si 12.26 9.542 11.07 0 -0.003 -0.003
Si 14.984 12.256 11.069 -0.014 0.001 -0.002
Si 19.067 0.006 12.439 -0.012 0.005 0
Si 5.46 2.736 12.447 0.006 0 0.006
Si 19.062 5.452 12.443 -0.003 0.004 -0.001
Si 5.457 8.178 12.436 0.002 0.001 -0.004
Si 19.061 10.899 12.443 0.002 -0.007 -0.004
Si 5.461 13.613 12.446 -0.011 0.001 -0.002
Si 8.18 0.017 12.45 0.007 -0.014 -0.003
Si 10.908 2.733 12.438 -0.01 0.007 -0.002
Si 8.184 5.452 12.435 -0.008 0.006 -0.003
Si 10.898 8.18 12.437 0.009 -0.007 -0.001
Si 8.169 10.904 12.436 0.015 -0.004 -0.009
Si 10.898 13.626 12.446 0.004 0.005 0
Si 13.625 0.022 12.435 0.001 0.003 -0.002
Si 16.347 2.73 12.437 -0.001 0.011 0
Si 13.623 5.454 12.436 0.009 -0.003 -0.006
Si 16.351 8.172 12.45 -0.015 0.013 0.001
Si 13.626 10.898 12.445 0 0 -0.004
Si 16.345 13.62 12.439 -0.001 -0.016 0.003
Si 17.707 1.366 13.808 0.017 -0.013 -0.003
Si 4.094 4.09 13.821 -0.008 0.015 0.007
Si 17.709 6.806 13.827 0.007 -0.01 0.007
Si 4.097 9.535 13.816 -0.009 -0.003 -0.002
Si 17.703 12.262 13.817 -0.018 0.028 -0.003
Si 4.101 14.97 13.822 0.024 -0.019 -0.001
Si 6.818 1.377 13.823 -0.019 0.023 -0.002
Si 9.545 4.091 13.808 0.032 -0.011 -0.009
Si 6.811 6.805 13.8 0.021 0.001 -0.008
Si 9.531 9.545 13.8 -0.027 0.022 -0.013
Si 6.816 12.256 13.825 0.017 -0.013 -0.002
Si 9.539 14.982 13.829 -0.003 0.006 0.001
Si 12.271 1.379 13.816 0.01 -0.015 0.001
Si 14.987 4.092 13.807 -0.014 0 0.008
Si 12.264 6.819 13.804 -0.02 0.026 -0.001
Si 14.991 9.538 13.818 0.014 -0.016 -0.006
Si 12.266 12.268 13.812 0.005 -0.019 -0.006
Si 14.993 14.993 13.81 -0.031 -0.003 -0.004
Si 16.355 0.022 15.199 0.01 0.014 -0.006
Si 19.06 2.717 15.191 -0.016 -0.002 -0.04
Si 16.343 5.44 15.194 -0.007 0.014 -0.007
Si 19.076 8.164 15.199 0 0.038 0.004
Si 16.352 10.898 15.193 -0.025 -0.017 -0.001
Si 19.052 13.623 15.201 -0.005 -0.047 0.002
Si 5.458 0.013 15.194 -0.005 -0.015 -0.016
Si 8.181 2.742 15.19 0.008 -0.018 0.009
Si 5.458 5.45 15.19 0.003 0.003 0.005
Si 8.166 8.176 15.155 0.016 0.004 -0.023
Si 5.443 10.901 15.195 0.02 0.008 0
Si 8.177 13.617 15.2 -0.006 -0.003 0
Si 10.9 0.034 15.194 0.02 -0.001 -0.009
Si 13.645 2.729 15.189 -0.016 0.029 0
Si 10.914 5.448 15.171 -0.028 -0.01 -0.008
Si 13.626 8.175 15.181 0.005 0.002 0.016
Si 10.892 10.908 15.169 0 -0.01 0.002
Si 13.629 13.639 15.176 0.032 0.017 -0.017
O 18.614 10.464 33.652 -0.052 -0.101 0.611
O 17.934 0.831 28.653 0.236 -0.178 -0.056
O 14.817 10.166 30.77 -0.006 -0.013 0.377
O 21.009 1.907 26.37 -0.063 -0.215 -0.38
O 9.93 2.264 30.655 0.005 -0.034 0.192
O 20.264 8.648 32.947 0.119 0.002 -0.112
O 7.318 14.356 25.915 -0.164 0.04 -0.459
O 7.472 13.006 28.175 0.125 -0.052 -0.088
O 19.894 15.169 33.035 -0.064 0.241 -0.027
O 12.424 4.77 23.525 -0.047 0.077 -0.42
O 18.723 5.04 33.843 -0.11 0.234 0.58
O 21.41 4.322 30.554 -0.137 0.159 0.185
O 11.004 8.34 22.507 0.025 -0.04 -0.355
O 13.981 8.376 26.439 -0.189 0.129 -0.414
O 18.783 15.704 30.717 -0.172 0.097 0.704
O 11.686 -0.274 27.386 0.163 0.005 -0.185
O 10.573 7.553 33.875 -0.133 -0.149 0.143
O 7.235 7.995 27.994 -0.049 0.055 -0.033
O 19.057 5.394 22.747 0.173 -0.027 -0.486
O 8.144 10.883 22.56 0.141 0.086 -0.286
O 16.148 7.772 30.781 0.018 -0.217 0.162
O 21.89 6.545 33.247 0.089 -0.206 0.359
O 14.725 8.582 32.876 0.096 -0.141 0.427
O 11.758 1.313 32.398 0.086 -0.123 0.771
O 14.574 11.949 23.489 0.119 -0.182 -0.028
O 18.912 3.436 30.859 0.017 -0.312 0.377
O 7.668 5.089 33.777 -0.164 -0.351 0.54
O 7.792 15.797 33.825 0.056 0.008 0.655
O 20.323 9.145 24.443 0.18 0.001 0.039
O 16.361 13.581 22.647 -0.092 -0.193 -0.335
O 16.003 13.846 30.716 0.202 -0.213 0.467
O 16.762 5.119 30.768 -0.436 0.065 0.516
O 14.195 6.795 23.245 -0.05 0.176 -0.096
O 11.157 11.998 33.039 -0.071 -0.214 0.146
O 19.445 -0.102 25.699 -0.097 0.195 0.001
O 15.77 0.152 30.115 -0.139 -0.118 0.214
O 9.647 6.664 23.809 0 -0.225 -0.808
O 13.558 7.982 30.46 -0.178 0.12 0.105
O 14.955 4.382 23.711 0.129 -0.062 -0.507
O 12.557 6.15 33 0.18 0.169 0.347
O 12.915 9.922 23.222 0.051 -0.169 -0.096
O 8.291 5.521 25.737 -0.003 -0.114 -0.088
O 15.426 1.752 23.409 -0.032 -0.173 0.012
O 6.301 3.849 25.729 0.185 -0.087 -0.338
O 9.243 6.258 28.638 -0.106 -0.226 0.093
O 18.588 6.052 26.451 -0.152 0.016 -0.354
O 15.878 10.27 26.807 -0.076 -0.095 -0.009
O 5.96 7.632 25.554 -0.311 0.146 -0.264
O 7.445 4.505 23.403 -0.228 0.226 -0.488
O 9.381 14.741 27.571 -0.076 0.186 -0.211
O 14.223 6.449 28.266 0.05 -0.27 0.134
O 15.992 2.364 33.587 0.161 -0.176 0.507
O 18.14 9.94 23.06 0.069 0.289 -0.182
O 13.346 1.362 26.097 0.108 -0.118 -0.375
O 8.091 7.671 30.502 0.136 0.133 0.65
O 19.213 13.621 25.274 0.171 -0.079 -0.085
O 11.562 13.871 31.246 -0.098 0.017 0.244
O 15.433 1.363 27.823 -0.055 -0.107 -0.176
O 6.556 9.988 26.467 -0.011 0.075 -0.175
O 18.665 10.947 25.366 -0.033 -0.107 0.033
O 9.081 1.2 23.204 -0.108 0.159 -0.489
O 9.788 14.284 33.137 0.015 -0.057 0.246
O 17.373 3.552 23.67 -0.076 0.082 -0.235
O 8.795 2.995 25.203 -0.061 -0.142 0.025
O 15.686 11.779 28.964 -0.163 -0.085 0.251
O 16.851 6.631 33.015 -0.262 -0.179 0.392
O 18.089 10.792 28.349 -0.039 0.005 0.065
O 20.404 4.346 27.133 0.108 -0.096 -0.264
O 9.227 12.536 31.276 -0.015 -0.096 0.238
O 5.664 2.784 22.563 -0.082 -0.176 -0.2
O 15.567 2.922 25.771 0.348 0.139 -0.524
O 22.455 3.238 28.328 0.203 -0.067 -0.043
O 19.93 6.423 28.73 0.245 -0.005 0.214
O 18.024 0.818 32.885 -0.142 0.083 0.251
O 13.612 0.018 22.676 0.255 0.267 -0.654
O 18.14 15.344 23.499 0.083 -0.16 -0.513
O 14.245 4.126 32.713 0.046 0.026 0.328
O 20.2 11.929 23.493 0.08 -0.165 -0.241
O 13.132 10.462 33.746 0.022 -0.007 0.512
O 23.634 11.665 33.017 -0.254 -0.142 0.393
O 16.246 8.208 22.518 -0.062 -0.101 -0.734
O 7.751 3.81 30.445 0.102 0.159 0.213
O 7.966 10.326 30.714 0.118 -0.168 -0.015
O 6.836 15.601 28.227 -0.229 -0.016 -0.135
O 20.452 -0.125 28.672 -0.132 -0.02 -0.101
O 8.185 0.428 25.482 -0.163 0.015 -0.026
O 21.06 1.796 30.933 -0.234 -0.148 0.255
O 13.688 3.373 27.744 0.011 0.021 -0.067
O 8.569 8.173 25.755 -0.044 -0.182 -0.401
O 21.495 13.189 33.674 -0.122 0.011 0.61
O 11.362 4.653 28.325 -0.102 -0.191 -0.107
O 21.038 11.876 26.08 -0.135 0.317 -0.275
O 18.341 14.564 28.348 -0.033 0.037 0.2
O 21.211 7.335 30.831 0.181 -0.045 0.483
O 15.676 14.667 28.197 -0.262 -0.037 0.205
O 22.798 8.833 32.296 -0.111 0.165 0.592
O 19.462 8.926 29.682 0.197 0.092 0.014
O 17.897 8.285 25.079 0.164 0.145 -0.533
O 21.097 6.923 23.287 -0.171 -0.192 -0.273
O 18.127 4.46 28.546 -0.319 -0.023 0.258
O 13.731 5.836 25.679 -0.332 -0.212 -0.693
O 8.867 3.035 32.841 0.407 0.235 0.52
O 9.014 9.057 32.713 0.208 0.327 0.489
O 13.241 5.407 30.51 0.027 -0.401 0.51
O 11.744 7.107 28.85 0.011 -0.02 0.025
O 18.642 6.839 31.05 0.187 -0.196 0.225
O 21.964 -0.126 24.936 0.053 -0.148 -0.051
O 20.287 9.59 27.287 0.089 -0.297 -0.376
O 17.928 8.278 27.685 -0.223 0.121 0.212
O 12.367 2.577 29.909 0.233 -0.184 0.605
O 13.652 14.834 29.901 0.089 -0.091 0.385
O 13.23 -0.437 33.613 -0.116 -0.363 0.288
O 13.656 10.247 28.286 -0.221 -0.075 0.12
O 6.411 9.073 23.384 -0.01 -0.087 -0.174
O 10.618 6.533 26.42 -0.008 0.002 -0.291
O 22.078 0.87 33.112 0.021 0.001 0.367
O 11.717 14.762 23.521 0.045 0.026 -0.604
O 7.503 15.175 23.376 -0.026 -0.301 -0.578
O 20.55 3.416 32.959 0.015 -0.05 0.499
O 11.572 13.718 28.659 0.211 -0.056 -0.131
O 10.751 1.117 25.262 -0.188 -0.19 -0.43
O 17.128 15.115 25.993 -0.1 0.115 -0.275
O 10.964 2.827 22.575 0.177 0.256 -0.47
O 14.827 13.907 33.051 -0.05 0.031 0.23
O 17.002 12.718 26.94 -0.241 0.134 -0.165
O 22.144 15.768 30.695 0.177 -0.042 0.415
O 16.097 6.797 26.41 0.03 -0.32 0.035
O 22.94 12.544 30.652 0.071 -0.084 0.403
O 16.786 12.119 32.756 -0.227 0.224 0.19
O 11.948 12.195 24.064 0.033 -0.229 -0.253
O 6.714 5.753 29.092 -0.119 -0.108 -0.037
O 13.523 10.84 25.677 -0.066 0.378 -0.528
O 7.474 1.368 31.197 0.27 -0.149 0.327
O 13.257 12.195 30.042 -0.022 -0.131 0.027
O 21.835 11.247 28.56 0.266 0.117 0.071
O 20.209 1.417 23.735 -0.16 0.05 -0.668
O 5.561 13.62 22.572 -0.318 0.236 -0.354
O 11.658 3.901 32.025 -0.012 0.169 0.271
O 17.369 14.652 32.793 0.002 0.103 0.354
O 11.526 13.816 26.083 0.071 0.152 -0.165
O 16.551 2.724 29.829 -0.28 0.242 0.383
O 11.269 2.268 27.518 -0.253 -0.053 0.145
O 21.381 13.809 29.031 -0.051 -0.017 0.154
H 9.863 12.619 22.909 0.058 0.105 0.012
H 9.728 13.512 24.502 0.245 -0.013 -0.121

Results
total energy: -101251.305 eV
total energy less fixed offsets of H -15.91, O -438.35, Si -107.03 eV per atom: -4.635 eV
